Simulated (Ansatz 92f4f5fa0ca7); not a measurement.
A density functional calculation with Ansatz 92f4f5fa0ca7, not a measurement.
Periodic cell of 406 atoms, Si266O140, from a study of silicon, its oxide and their interface. The atomic structure is a simulated model.
Doubt: the cutoff is far below the 930 eV that the study's wrapper takes by default for these files, so forces and energies are approximate.

Settings
functional: PBE
potential files: Ansatz PAW
basis: plane waves
wave-function cutoff: 580 eV
density cutoff ratio: 5
exchange-correlation grid ratio: 1
k mesh: 1 x 1 x 1, Gamma-centred
self-consistency stop: 5e-08 eV per atom in the density residual
occupations: fixed
spin: none
net charge: 0

Cell vectors (angstrom)
a 15.4687 0 0
b 0 12.8259 0
c 0 0 36.027

Atoms and the computed forces on them: element, x, y, z (angstrom), force x, y, z (eV/angstrom)
Si -0.0087 1.1659 33.3291 0.0042 0.0001 0.0113
Si 3.8885 1.1758 33.3573 0.0019 -0.0015 0.0117
Si 7.7473 1.1844 33.3401 0.0009 0.0118 0.0062
Si 11.6325 1.1899 33.3374 -0.004 -0.0048 0.0061
Si 1.8682 7.5789 33.3738 0.0114 0.0024 0.0026
Si 5.8076 7.5719 33.3887 0.0003 0.0051 0.0041
Si 9.6421 7.5823 33.3572 -0.0043 0.0072 0.0045
Si 13.5266 7.5744 33.3177 -0.0001 0.0015 0.0044
Si 1.9336 5.247 33.7601 -0.145 0.1327 0.6756
Si 5.8008 5.247 33.7601 0.0549 -0.0258 0.0663
Si 9.6679 5.247 33.7601 0.0075 0.1916 -0.4956
Si 13.5351 5.247 33.7601 -0.1247 -0.0436 -0.4761
Si 0 11.6599 33.7601 -0.1428 -0.0936 0.0315
Si 3.8672 11.6599 33.7601 0.1428 0.1168 -0.082
Si 7.7343 11.6599 33.7601 -0.2399 0.1899 0.0155
Si 11.6015 11.6599 33.7601 0.0568 0.1347 0.0185
Si 0 4.664 34.9968 0.0984 0.0279 0.0149
Si 3.8672 4.664 34.9968 -0.0377 -0.0056 0.0116
Si 7.7343 4.664 34.9968 -0.018 -0.1077 -0.0775
Si 11.6015 4.664 34.9968 0.0471 -0.0801 -0.108
Si 1.9336 11.0769 34.9968 0.0175 0.0083 -0.0448
Si 5.8008 11.0769 34.9968 0.0114 0.1093 0.0624
Si 9.6679 11.0769 34.9968 0.0037 -0.0212 -0.0376
Si 13.5351 11.0769 34.9968 -0.0005 0.0457 0.0381
Si 0 2.332 35.4091 -0.0332 -0.0673 -0.0901
Si 3.8672 2.332 35.4091 0.0466 0.0482 0.0922
Si 7.7343 2.332 35.4091 -0.05 -0.0002 0.0301
Si 11.6015 2.332 35.4091 0.1358 -0.0227 0.0387
Si 1.9336 8.745 35.4091 -0.2961 0.0162 0.1953
Si 5.8008 8.745 35.4091 0.0928 0.0665 0.2565
Si 9.6679 8.745 35.4091 -0.0286 0.0844 0.064
Si 13.5351 8.745 35.4091 0.0533 -0.0231 -0.1742
Si 1.9336 1.749 0.6188 0.0125 -0.0283 -0.0257
Si 5.8008 1.749 0.6188 -0.0056 0.0305 0.0099
Si 9.6679 1.749 0.6188 -0.0171 -0.0364 -0.0372
Si 13.5351 1.749 0.6188 -0.0171 0.0565 0.0106
Si 0 8.162 0.6188 0.0445 0.0754 0.0485
Si 3.8672 8.162 0.6188 0.0447 -0.0208 -0.0366
Si 7.7343 8.162 0.6188 -0.0439 0.0129 0.0425
Si 11.6015 8.162 0.6188 0.0089 -0.0223 -0.0542
Si 0 5.83 1.031 -0.1014 -0.0071 0.0348
Si 3.8672 5.83 1.031 0.0308 0.0085 0.0079
Si 7.7343 5.83 1.031 0.0287 0.0682 0.0471
Si 11.6015 5.83 1.031 -0.0402 0.0223 0.0303
Si 1.9336 12.2429 1.031 -0.0132 0.0078 -0.0037
Si 5.8008 12.2429 1.031 -0.0291 -0.0892 -0.0539
Si 9.6679 12.2429 1.031 -0.0059 0.0436 0.0241
Si 13.5351 12.2429 1.031 0.0098 -0.017 -0.0074
Si 1.9336 5.247 2.2678 0.0223 -0.017 0.2125
Si 5.8008 5.247 2.2678 -0.101 -0.01 0.0555
Si 9.6679 5.247 2.2678 0.1186 -0.0048 0.0554
Si 13.5351 5.247 2.2678 0.1268 0.0223 0.1099
Si 0 11.6599 2.2678 0.0178 -0.0554 -0.3578
Si 3.8672 11.6599 2.2678 0.1924 0.0296 -0.0704
Si 7.7343 11.6599 2.2678 -0.1294 -0.0521 -0.1052
Si 11.6015 11.6599 2.2678 -0.0446 0.026 0.0046
Si 1.9336 2.915 2.68 -0.0028 -0.0052 -0.0224
Si 5.8008 2.915 2.68 0.0113 -0.0813 -0.0633
Si 9.6679 2.915 2.68 0.0325 -0.0088 0.019
Si 13.5351 2.915 2.68 0.0096 -0.1463 -0.1077
Si 0 9.328 2.68 -0.075 0.0248 0.0661
Si 3.8672 9.328 2.68 -0.0448 0.0338 0.0341
Si 7.7343 9.328 2.68 0.0285 0.1086 0.1086
Si 11.6015 9.328 2.68 -0.0011 0.0165 0.0373
Si 5.8059 0.6445 30.022 -0.0223 -0.0246 0.0026
Si 1.9856 0.4584 30.1391 -0.0088 0.0064 -0.0151
Si 8.6136 3.7204 23.5081 -0.0073 -0.0087 0.0091
Si 17.3729 -1.8355 30.553 -0.0136 0.0179 0.0391
Si 4.4449 6.5683 27.2583 0.0286 -0.0325 0.0753
Si 7.2418 3.7368 28.2338 0.021 -0.0082 -0.0069
Si 5.3664 8.8126 25.5077 -0.0121 0.0199 -0.0266
Si 5.7877 4.6749 22.6671 -0.0138 -0.0056 0.0085
Si 2.0238 4.3442 21.3839 0.0126 -0.0222 0.0125
Si 7.4627 -0.6532 26.9396 -0.0399 -0.0092 -0.0203
Si 16.2983 7.0618 22.0349 0.0071 -0.0213 -0.0112
Si 19.9654 0.3505 26.5788 0.0213 0.0011 -0.0321
Si -5.8716 11.2886 30.6344 0.0027 0.0041 0.0148
Si 3.6797 7.032 30.3557 0.0297 0.0005 0.0036
Si 0.9929 9.9822 22.9711 0.0118 0.016 -0.0045
Si 19.0838 11.113 24.4361 -0.0148 0.0073 0.0103
Si -2.9749 6.8012 25.9747 0.0088 -0.0109 0.0052
Si 2.0455 7.7232 28.7592 -0.0196 0.0175 0.0283
Si 12.2208 6.1322 16.2378 0.0088 -0.0016 -0.0261
Si 11.7086 3.1267 28.0638 -0.0088 -0.0015 -0.0087
Si 2.0836 10.1633 28.3447 -0.0026 -0.0477 -0.0362
Si 7.7317 14.3196 28.9124 0.0039 0.02 0.0141
Si 11.5068 7.1006 29.9973 0.0212 -0.0148 -0.008
Si 15.1933 5.4205 19.7782 0.0037 -0.0117 0.0128
Si -1.8661 0.5699 30.0074 -0.0034 -0.0012 -0.0122
Si 0.1723 1.0093 24.7809 -0.0107 0.0035 -0.0092
Si 5.5293 7.5762 29.0806 -0.1092 0.1939 -0.1117
Si 4.9598 4.2752 27.2909 -0.0363 0.0096 -0.0141
Si 0.8381 3.3348 28.56 0.0059 0.0125 0.0296
Si -0.0007 7.0215 29.8218 -0.0183 -0.0235 -0.0016
Si 9.5917 7.2919 26.686 -0.0067 -0.0037 -0.0401
Si 13.4136 7.7239 28.723 0.0181 0.0209 0.0252
Si 0.17 0.9619 28.7621 0.0045 -0.0041 0.0133
Si 8.9836 -1.1834 24.2924 0.0025 -0.0206 -0.0159
Si 9.6757 0.7858 30.1442 0.0131 0.0015 -0.0084
Si 11.2511 -1.0979 25.1128 0.0033 0.0272 0.0272
Si -2.0967 10.1913 28.2819 -0.0516 -0.052 -0.0249
Si 3.7517 4.6686 30.6218 -0.0181 -0.0088 0.0065
Si 7.6411 7.1298 30.0304 0.0199 -0.028 0.0168
Si 9.5557 7.9717 28.8874 0.0035 -0.0004 0.0119
Si 0.0496 4.6462 30.4063 0.0106 0.0072 0.0023
Si 3.2936 3.3959 28.7004 0.0263 0.0004 -0.0207
Si 7.6746 4.7844 30.349 0.023 0.0119 -0.0023
Si 11.6136 4.6131 30.1731 -0.0062 0.0168 0.016
Si 9.3502 6.4228 17.4624 -0.0008 -0.0036 -0.0065
Si 5.2542 9.8065 28.3668 0 -0.2626 0.1945
Si 9.5195 10.3894 28.5164 0.0376 -0.0255 -0.0059
Si 13.5381 11.0773 30.4796 -0.0079 0.0146 0.0375
Si 1.8626 4.0587 31.8018 -0.0058 0.0038 -0.0159
Si 5.7989 4.1257 31.6778 0.0047 0.0015 0.0196
Si 9.6825 4.1739 31.5751 -0.0061 -0.0051 0.0017
Si 13.5102 4.1235 31.5936 0.0011 0.0054 -0.0092
Si -0.0388 10.4364 31.7293 0.0065 0.0013 -0.0016
Si 3.8998 10.5022 31.6916 0.0201 -0.0073 0.0093
Si 7.6623 10.5231 31.699 -0.0027 -0.0147 0.0027
Si 11.5761 10.5206 31.6933 0.0069 -0.0004 -0.003
Si 1.9497 1.7278 32.1351 -0.0051 -0.0022 0.0028
Si 5.8127 1.785 32.1017 0.0015 -0.0047 -0.0097
Si 9.6975 1.8871 32.1782 0.0014 -0.0048 0.0036
Si 13.5474 1.7814 32.0495 0.0043 0.0071 0.0056
Si -0.0172 8.1013 32.0112 0.0023 -0.0056 -0.0035
Si 3.8416 8.2266 32.3038 -0.012 -0.0101 -0.0055
Si 7.7022 8.1988 32.1292 -0.0011 -0.0045 -0.0083
Si 11.5618 8.1652 32.1134 0.0025 0.0003 -0.0051
Si 0 2.332 3.9167 -0.0789 0.0634 -0.1913
Si 3.8672 2.332 3.9167 0.0757 -0.0202 -0.0388
Si 7.7343 2.332 3.9167 -0.176 -0.2072 -0.0741
Si 11.6015 2.332 3.9167 0.1373 -0.0229 -0.1709
Si 1.9336 8.745 3.9167 0.1641 -0.233 -0.0868
Si 5.8008 8.745 3.9167 -0.0934 0.0598 0.438
Si 9.6679 8.745 3.9167 0.0517 -0.086 0.0879
Si 13.5351 8.745 3.9167 0.0627 0.131 0.013
Si 1.9637 6.4158 4.3627 0.0022 -0.0021 -0.0109
Si 5.8118 6.4263 4.3299 0.0038 -0.0106 -0.0085
Si 9.705 6.4104 4.3386 0.0002 -0.0024 -0.0149
Si 13.5783 6.4366 4.3331 -0.0004 -0.005 -0.013
Si 0.016 12.8126 4.2905 0.0075 0.0109 0.0031
Si 3.8972 12.8097 4.332 0.0035 0.0023 -0.0007
Si 7.6881 12.8056 4.3252 0.0001 0.0066 0.0105
Si 11.5773 12.8169 4.3419 -0.0014 0.0033 -0.0035
Si 0.0217 5.9044 5.6377 0.0025 0.0079 0.0067
Si 3.9117 5.8763 5.6411 0.003 0.0029 -0.0063
Si 7.7495 5.7887 5.5208 -0.0186 0.0051 -0.0015
Si 11.6727 5.8838 5.5874 0.0017 0.0117 0.0041
Si 1.9503 12.1415 5.4592 -0.003 -0.0088 -0.0006
Si 5.7979 12.176 5.6349 0.0012 -0.0044 0.0013
Si 9.6019 12.1894 5.5303 -0.0005 -0.0035 0.0058
Si 13.5621 12.2146 5.5002 0.002 -0.0086 -0.0099
Si -0.0287 3.5744 5.9147 0.0052 -0.0196 -0.0056
Si 3.9328 3.5233 5.9571 -0.0004 -0.0074 -0.0089
Si 7.7003 3.4576 5.9768 -0.0001 -0.0074 -0.0093
Si 11.6539 3.5579 5.9193 -0.0125 -0.0149 -0.0085
Si 1.961 9.8304 5.995 0.0007 -0.01 -0.008
Si 5.7664 9.8547 6.0918 -0.0085 0.0001 -0.0132
Si 9.7069 9.8757 6.005 0.0084 -0.007 -0.0117
Si 13.5567 9.8893 6.0007 0.0058 -0.0112 -0.0061
Si 1.9274 2.9396 7.0025 -0.0062 0.0034 0.0678
Si 5.788 2.7693 7.2573 -0.0006 0.0083 -0.0031
Si 11.5235 3.3534 10.3502 -0.0109 0.0226 0.0144
Si 13.3774 0.5778 11.2391 0.0744 -0.0632 0.0831
Si 0.0297 9.3038 7.2443 0.0178 0.0048 0.0017
Si 3.7917 9.3066 7.4341 -0.002 -0.006 -0.0169
Si 7.7875 9.2798 7.2343 0.0008 0.0098 0.0062
Si 11.6548 9.318 7.284 -0.0107 0.0128 0.0154
Si -1.8651 6.3501 9.0744 -0.0108 -0.0138 -0.0139
Si 1.9755 6.1435 9.0007 -0.0023 0.0199 0.0489
Si 11.7267 6.992 7.7063 -0.0106 -0.0127 0.0072
Si 9.7351 6.2953 8.7163 0.0008 0.0039 0.1169
Si -2.4685 17.1377 14.7539 -0.0125 0.006 -0.0015
Si 5.7325 13.2224 7.7732 -0.0037 -0.0067 -0.0138
Si 9.7266 13.46 7.4862 0.0285 -0.0116 -0.0053
Si 13.6634 13.4464 7.4825 0.0013 -0.0069 0.0186
Si 3.8873 6.9416 7.809 0.001 0.0126 -0.0129
Si 3.6371 12.8454 8.7945 -0.0111 0.0038 0.0383
Si 7.7845 6.9401 7.5565 0.0125 -0.0157 -0.0074
Si 15.5309 6.9753 7.8207 -0.0186 0.0119 -0.0002
Si -5.5192 9.954 10.7234 -0.0102 -0.0303 0.0392
Si 1.9944 13.5045 7.3237 0.0093 0.0113 -0.0253
Si 7.8423 10.0995 9.4761 0.0065 0.0044 -0.0078
Si 8.3607 7.7426 14.8107 -0.0145 -0.0037 0.0036
Si 1.8847 3.8285 9.1363 0.0784 -0.0549 -0.0669
Si 5.4301 -0.5287 11.5456 0.0115 -0.0024 -0.0081
Si 9.7141 2.9155 7.0395 0 0.0094 0.0345
Si 15.6152 1.1475 10.7143 -0.0564 0.0564 -0.0008
Si 0.1846 12.9529 8.6033 -0.0077 -0.001 -0.0029
Si 3.8688 10.3953 11.5994 -0.0051 -0.0072 0.0011
Si 2.9733 10.6114 9.3569 0.0007 0.0094 0.0036
Si 11.7631 10.5843 9.2915 0.0866 0.0056 -0.0016
Si 2.503 5.6399 11.3452 0.0043 0.0573 -0.0303
Si 3.7929 3.5859 10.5214 -0.0438 0.0222 -0.0207
Si 5.8068 3.9559 9.2853 0.0146 -0.0109 0.0008
Si 13.5844 7.5646 12.1455 -0.0052 0.0493 0.0036
Si 0.4429 10.7059 9.0762 0 -0.0256 0.0066
Si 7.8294 15.8075 10.1259 0.002 0 -0.0298
Si 17.4366 13.5481 12.2381 0.0084 -0.007 -0.0038
Si 8.7535 13.6752 9.6652 -0.0083 0.0096 -0.0173
Si -1.9123 2.9509 7.179 0.0039 0.0114 -0.0072
Si -0.0233 3.4155 10.5448 -0.03 -0.0139 0.0042
Si 9.679 4.0107 9.0776 -0.0102 0.0225 -0.0349
Si 11.167 1.0644 10.4705 0.0111 0.0198 -0.0262
Si -1.9368 4.0037 9.3107 -0.0017 0.014 0.0126
Si 6.6099 7.5152 10.7239 0.0528 0.0517 0.0383
Si 15.6455 4.032 12.873 -0.0038 0.034 0.0797
Si 19.2807 1.1496 10.8696 -0.023 -0.0381 -0.0333
O 25.3869 14.2747 19.1127 0.0019 0.001 -0.0059
O 9.8862 23.6435 12.157 0.0234 0.0012 0.0279
O 8.5872 25.3602 22.9988 -0.0021 0.0029 0.0114
O 11.3346 -8.6925 20.83 -0.0038 0.0063 0.0071
O 8.8069 -4.2254 20.9434 0.0128 -0.0128 0.0115
O 13.4145 8.8042 22.7209 0.004 -0.0052 0.0025
O -2.2683 19.4791 27.439 -0.0104 -0.012 -0.0243
O 16.5597 23.3376 17.0152 -0.001 -0.0053 0.0079
O 11.9951 0.3624 24.878 -0.0102 0.0103 -0.01
O -6.1388 20.1146 18.8342 0 -0.0002 0.0013
O 17.5299 21.6936 19.0139 0.0006 -0.0018 -0.0007
O 32.365 -4.2148 22.1102 -0.0022 0.0014 0.0019
O -0.4871 13.1127 20.2045 -0.0075 -0.0019 -0.008
O 12.0875 5.3326 25.3636 0.002 0.0107 0.0053
O 3.2202 19.8666 11.8051 0.0056 -0.0095 0.0058
O -23.5514 17.4764 22.9624 0.0047 -0.0051 0.0017
O -3.5229 -5.3358 15.3595 -0.0026 -0.0016 0.0063
O 4.8578 7.2924 25.8298 0.0087 0.0235 -0.0194
O 4.305 20.7916 20.2113 0.0006 -0.0011 -0.0018
O 12.0733 -15.0855 24.2557 -0.0019 -0.0383 -0.0309
O 27.1659 -8.6078 13.7501 -0.0117 -0.0069 -0.067
O 4.9926 1.6283 25.6139 0.0123 -0.0001 0.0097
O -7.8746 22.0255 14.7951 0.0119 -0.0084 0.0093
O -3.3616 -12.0886 22.2553 -0.0055 -0.0082 -0.0171
O 24.0388 3.5078 25.1347 -0.0011 0.0043 -0.0151
O 17.1365 7.3102 13.9465 0.0331 -0.0135 0.0111
O 20.745 3.647 21.4872 0.0048 0.002 -0.0088
O -10.4021 4.1007 24.0345 0.0173 0.0079 -0.0161
O 0.2222 16.9766 27.2273 -0.0115 0.0147 -0.0109
O -6.7299 10.0798 23.9094 -0.0032 0.0025 0.0066
O 5.73 -5.245 12.0848 -0.0177 -0.0088 -0.017
O -7.998 27.1062 13.2086 -0.0023 -0.0229 -0.0119
O 19.5765 9.6527 24.9223 0.0019 -0.0062 0.0031
O 6.8039 -5.5819 19.8686 -0.0021 -0.0025 0.0016
O -7.6133 12.0209 25.3961 0.0119 0.0019 0.0134
O 5.463 -6.6257 22.0508 0.0025 -0.0032 -0.0035
O 34.6565 -2.4871 28.0268 0.0021 0.0291 -0.0386
O 24.2585 -31.0182 16.3458 -0.0048 -0.0112 -0.0156
O 0.1182 -15.0017 19.4103 0.0077 -0.0078 -0.0123
O 15.308 19.5267 15.7928 0.0027 0.0158 0.0006
Si -2.7194 14.0275 23.6922 0.0185 -0.0142 0.0247
Si 7.933 3.8083 17.0322 0.0031 -0.0015 -0.0093
Si 8.1326 8.6528 24.3764 -0.0078 0.0197 0.0217
Si 0.1539 7.5729 14.4485 -0.0463 -0.0188 -0.0232
Si -6.5121 4.1421 26.6095 0.0065 -0.0132 -0.0005
Si 9.5899 6.8278 10.9708 0.0106 0.0294 -0.1587
Si -4.7116 -8.652 12.3991 0.0172 0.0081 0.0693
Si 9.7492 7.9141 22.0816 -0.0023 0.0176 -0.0006
Si 10.5463 2.2979 17.8797 0.0023 0.0023 0.0055
Si 7.7749 0.9227 22.2906 -0.003 -0.008 -0.0032
Si 0.4143 11.7937 20.5357 0.0076 0.0091 0.0121
Si 18.9061 24.8508 20.2185 0.0014 0.0164 0.0082
Si -14.7185 -3.2289 18.3477 -0.011 -0.0014 0.0027
Si 5.3633 6.7478 20.4693 0.0014 -0.0017 0.0026
Si 2.2808 2.2283 14.0826 -0.0049 0.0026 0.0213
Si 18.4147 -5.3484 14.9404 0.0208 0.0033 -0.0358
Si 11.6912 -0.0045 8.5172 -0.0247 -0.0019 0.0049
Si -13.2869 14.976 23.7406 -0.0271 0.0062 0.0196
Si -7.3365 8.1576 19.5362 -0.0048 0.0037 -0.0103
Si 15.918 11.8424 27.2076 -0.0287 0.0025 -0.001
Si 11.6019 13.6254 28.7249 0.0016 0.0151 0.004
Si 4.1983 -8.7692 20.2998 -0.016 -0.0023 0.0177
Si 3.9974 -21.0029 15.2911 0.0147 0.0099 -0.0052
Si 5.0574 -9.9421 17.6615 -0.0018 -0.0135 0.0084
Si 8.0088 10.7252 15.3338 -0.0062 -0.0151 0.001
Si 5.9219 -6.5363 8.8631 0.0019 -0.0172 -0.0129
Si -4.0441 -1.4087 27.5063 0.007 0.005 -0.0293
Si -1.6336 11.2813 10.2383 -0.0721 -0.0193 0.0368
Si 13.1243 -0.2518 14.0102 -0.0102 -0.0059 0.0016
Si 11.098 5.1021 22.1065 0.0045 -0.011 0.0105
Si 17.5066 11.2338 12.8697 0.0022 -0.0154 -0.0022
Si 4.4653 3.2006 25.2973 -0.0405 -0.0097 0.0091
Si 4.1889 0.6018 15.7195 0.0063 -0.0104 0.0086
Si 9.1688 0.1494 19.7531 -0.0012 -0.0086 -0.004
Si 19.7253 8.1533 12.4261 0.0065 -0.0205 -0.0047
Si 7.7275 -1.9388 17.7834 -0.0003 0.0086 -0.0063
Si 10.6096 -1.922 13.6379 -0.0256 0.0009 -0.013
Si 12.5185 3.7291 19.7902 0.0001 -0.0031 -0.0138
Si 5.7978 11.1121 30.3311 -0.0115 0.0593 0.0001
Si 3.8314 1.1119 28.7943 0.0076 0.0063 0.0214
Si 1.4404 -2.9665 15.5639 -0.0004 0.006 0.0011
Si 20.1862 -12.4542 22.6257 -0.0094 0.0182 0.0045
Si 6.8809 4.9998 14.3011 0.0091 -0.0021 -0.0155
Si -4.1533 8.0224 13.9675 0.0247 -0.0153 -0.0101
Si 14.4152 -4.6139 23.8667 -0.0044 -0.0022 0.0021
Si 12.8437 4.3633 24.2617 0.0087 -0.0244 0.0109
Si 19.07 -3.6137 19.4477 0.0043 -0.0015 -0.0027
Si 11.8031 -0.4107 21.1091 -0.0048 0.0072 0.0101
Si 14.5146 3.4749 26.3346 0.0126 -0.0312 -0.0096
Si 14.8546 19.7652 17.3441 -0.0078 -0.009 -0.0029
Si 13.7339 13.8296 19.4416 0.0022 -0.0043 0.0063
Si 27.6482 -2.9665 22.7752 -0.0033 0.0108 0.0144
Si 13.0083 1.5402 16.4769 0.0138 0.0207 -0.0079
Si -0.9226 -15.0783 12.3206 -0.0413 -0.0803 -0.0867
Si 23.4525 2.8537 12.4595 -0.023 0.0195 0.0504
Si 6.9229 -0.5698 9.6704 0.0123 0.0014 0.0033
Si 6.4392 13.0249 13.5657 0.0161 0.0092 0.0807
Si -10.8254 11.3169 17.6686 0.0251 0.0004 -0.0104
O 4.7479 -20.18 19.6367 0.0098 0.0059 -0.002
O 4.4795 0.1128 21.0422 -0.011 -0.0191 -0.0093
O 0.7988 -9.8714 13.9844 -0.0047 -0.0106 -0.0163
O -0.7596 7.0751 13.2131 0.0183 0.0153 0.0304
O -11.0787 4.0392 16.7362 -0.003 -0.0007 -0.0057
O 10.7942 -7.02 17.0128 -0.0283 0.0021 0.008
O -12.0233 26.9094 23.1577 0.0222 -0.0164 -0.0065
O 21.6757 1.0225 22.7577 0.0041 -0.0044 -0.003
O 11.5502 12.2175 13.7627 0.0238 0.0062 -0.0031
O 17.4481 5.8766 22.0647 -0.0129 0.0259 0.0108
O 8.7161 -0.874 18.5593 0.008 0.0055 0.0094
O 8.2854 -7.6035 17.7467 0.0091 0.0036 -0.0094
O 10.2242 -0.5844 20.7666 0.0082 -0.0002 -0.0032
O 22.5754 16.9883 12.928 0.0025 -0.0007 0.0084
O 1.3848 5.1377 12.4842 0.0107 0.0016 -0.0056
O 13.4145 0.3033 15.5005 -0.0027 -0.0139 -0.0179
O 9.5507 3.1402 12.877 0.006 -0.0136 0.0069
O 13.7951 21.9796 12.1235 0.0355 -0.011 0.0165
O 5.1571 0.8098 14.4137 0.0005 -0.0035 -0.0178
O 5.9304 9.5708 26.8519 0.0256 0.0206 -0.0887
O 23.3769 -12.1582 20.6721 0.0028 0.0022 0.0046
O 15.0321 1.9768 25.9635 0.003 -0.0055 0.0045
O 13.2524 2.9688 15.6942 -0.0051 -0.0205 0.0137
O 0.1541 5.8244 18.2539 0.005 -0.0003 -0.0017
O -21.3852 -1.8359 14.869 -0.0005 0 -0.0117
O 10.5395 6.5541 21.6321 0.0007 -0.003 0.0001
O 8.072 10.9462 27.8463 -0.0187 0.0113 -0.0082
O 14.0963 -14.3628 13.7314 -0.0306 0.0428 0.0253
O 8.0825 0.7606 27.4469 0.0107 0.0093 -0.0011
O 11.6477 3.4063 18.4282 0.0034 -0.0095 0.0124
O 4.3107 -9.8993 19.1186 0.0054 -0.0064 -0.012
O -0.3167 -4.3855 17.9118 0.0147 0.0108 0.0031
O 12.4833 12.8069 19.6767 0.0074 0.0022 0.0007
O 23.2171 9.452 18.606 0.0008 -0.0127 0.0069
O 16.1814 10.4138 12.3059 -0.0201 -0.0023 -0.0309
O 35.6444 -1.0606 23.4121 -0.0021 -0.0014 0.0003
O 28.578 29.0219 27.1911 0.0044 0.0113 -0.0018
O 3.2713 16.3605 14.339 -0.0042 -0.0024 -0.0081
O 15.2801 19.7646 23.3155 -0.0001 0.0037 -0.0022
O -3.0498 2.7877 24.0122 0.0005 0.0221 -0.0044
O 31.6861 4.265 20.3311 -0.004 0.0003 -0.0059
O 30.9394 22.2686 24.1761 -0.0034 -0.008 0
O 0.213 11.0561 21.9918 0.0022 -0.0073 -0.0027
O -16.5624 13.7032 23.7086 -0.012 -0.0004 -0.0056
O 5.828 12.2847 27.0059 0.0106 0.0062 -0.0038
O -1.7759 6.926 10.6569 0.012 -0.0013 0.0273
O 6.7827 -16.5642 10.2788 -0.0155 -0.0254 -0.0078
O -2.0798 15.2347 20.2077 0.0018 -0.0071 -0.0047
O 26.8854 -11.445 16.8443 -0.0032 -0.0072 0.0058
O -2.898 5.1689 22.8635 -0.0092 0.0005 -0.0107
O 25.6265 5.6681 11.9968 0.0075 -0.022 0.0483
O -13.2575 -1.9992 23.6517 0.0019 -0.0151 -0.0082
O 24.6132 5.7514 26.3827 0.0103 0.029 0.0058
O -1.5483 1.3411 17.8421 -0.0039 -0.006 0.0095
O -8.3548 24.6923 14.5366 -0.0103 0.0087 -0.0254
O -0.0846 19.5973 20.6984 0.0077 -0.0001 0.0044
O -3.0678 10.9964 21.6322 -0.0042 -0.0054 -0.0039
O -1.978 0.8776 12.896 0.0034 -0.0106 -0.0449
O 3.4903 12.1913 25.6906 -0.0078 -0.0137 -0.0009
O 4.8086 14.2665 16.969 -0.0009 0.0092 -0.0021
O 21.7037 11.5514 17.8877 -0.005 -0.0076 0.0035
O 7.9911 6.8625 11.2847 -0.0139 -0.0003 0.0104
O 8.5226 15.1205 22.7401 -0.0009 0.0026 0.0022
O -1.8369 -20.727 19.732 0.0001 0.0007 -0.0034
O 14.3532 4.2895 24.9111 -0.0152 0.0132 -0.0089
O -4.3809 -5.2063 26.0686 0.0002 -0.005 -0.0011
O 4.1839 -4.7537 14.0651 -0.0386 -0.019 0.0326
O 35.2953 -3.083 18.071 -0.0067 -0.0075 0.0074
O 9.7085 7.7736 13.8904 0.0079 -0.0033 0.0149
O 11.5783 -3.2073 13.8733 -0.0031 -0.0108 0.0036
O 1.7487 3.197 22.5406 0.0042 0.0138 -0.0187
O 19.1018 -2.3951 20.5476 -0.0029 -0.001 0.0006
O 6.5082 -4.115 24.3499 0.0145 -0.0115 0.0025
O 24.2403 -5.2717 23.3505 0.0173 0.0021 -0.011
O 4.2132 -13.8113 16.1713 -0.002 0.004 -0.0048
O 14.6026 10.8291 27.3391 0.0678 0.0148 -0.0105
O -6.9098 8.2881 25.9047 0.0062 -0.0161 -0.0073
O 6.6765 3.1107 17.8076 0.0072 0.0056 -0.003
O 10.8442 9.0261 22.4678 -0.0047 -0.0169 0.0017
O 27.591 20.0759 12.7762 0.0055 0.0027 0.0047
O 1.9098 12.4421 20.5361 0.0047 -0.02 -0.0066
O 20.757 17.9798 14.4694 -0.018 -0.0056 0.0084
O 18.1609 14.0071 15.3186 -0.0061 -0.0001 -0.0162
O 7.5414 16.9141 15.4801 0.006 -0.0037 0.0151
O 2.8358 28.6668 24.9968 0.0155 0.0001 0.0032
O -1.1742 -8.3264 13.7183 0.0159 -0.021 -0.0344
O 24.7523 -9.9227 17.0542 -0.0017 0.0016 -0.0003
O 13.5505 -5.1241 25.1272 -0.0114 -0.0054 0.0004
O 15.5648 9.157 14.8886 0.0151 -0.021 0.0009
O -11.7272 25.0833 18.6458 -0.0051 -0.0004 0.0045
O 10.382 -9.3179 27.1502 0.0067 -0.0059 0.002
O 3.1803 -6.7992 15.634 -0.0022 0.018 -0.0024
O 28.7249 -6.2022 17.4101 0.0072 0.0108 0.0036
O 2.7952 32.5147 27.4977 0.0175 -0.012 -0.0471
O 10.0231 17.2594 23.1273 0.0074 0.0052 -0.0059
O 2.507 21.4837 15.9809 -0.0027 0.0024 -0.0042
O 7.4641 6.5121 14.2699 0.0134 0.0146 0.0162
O 0.4926 12.434 25.6295 0.0052 0.014 -0.0306
O 2.0611 -14.7146 14.5079 0 -0.0056 0.0396
O 10.1948 -17.2874 11.1628 -0.0157 0.0045 -0.012

Results
free energy: -248712.056 eV
free energy less fixed offsets of O -568.88, Si -635.61 eV per atom: 3.404 eV

The program warned: the cutoff lies below the one the program advises for these potential files; the forces do not sum to zero within the program's tolerance; the exchange-correlation potential is rough where the density is thin.
